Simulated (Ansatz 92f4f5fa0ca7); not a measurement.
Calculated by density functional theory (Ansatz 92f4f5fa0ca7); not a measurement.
Periodic cell of 320 atoms, Si176O144, from a study of silicon, its oxide and their interface. The atomic structure is a simulated model.

Settings
functional: PBE
potential files: Ansatz PAW
basis: plane waves
wave-function cutoff: 700 eV
density cutoff ratio: 5
exchange-correlation grid ratio: 2
k mesh: 2 x 2 x 1, shifted by 0.5 0.5 0.5 of a step
self-consistency stop: 5e-08 eV per atom in the density residual
occupations: Fermi-Dirac, 0.05 eV
spin: none
net charge: 0

Cell vectors (angstrom)
a	15.4691	0	0.007
b	0	15.4691	0.0155
c	-0.5643	-0.91	22.2173

Atoms: element, x, y, z (angstrom)
Si	-2.3593	-1.6853	14.8874
Si	-2.68	3.4237	14.7455
Si	-2.6506	6.6179	14.6998
Si	-2.5836	-4.1178	14.9557
Si	1.3469	-1.3047	14.6718
Si	1.4333	3.1795	14.7686
Si	1.8465	6.3053	14.3264
Si	1.4314	10.9965	14.8275
Si	5.0941	-0.3492	14.6442
Si	5.0743	2.1471	14.6443
Si	5.2642	7.0906	14.9482
Si	5.2961	10.2089	14.918
Si	8.7645	-0.3542	14.3451
Si	9.0869	2.7624	14.7132
Si	9.1177	7.4917	14.9843
Si	7.2939	10.6214	16.0697
Si	-0.5105	-0.9923	16.0971
Si	-0.6293	2.9961	15.9496
Si	-0.6815	6.8831	15.9623
Si	-0.5859	10.687	16.0553
Si	3.2588	-0.8994	15.9951
Si	3.3189	2.8724	16.1031
Si	3.3192	6.7361	16.134
Si	3.3434	10.6499	16.1689
Si	7.0516	-0.799	15.8892
Si	7.0435	2.9402	15.8784
Si	7.2159	6.8968	16.2098
Si	9.2989	10.0199	14.8908
Si	-4.2385	-1.0061	16.1307
Si	10.9596	2.9671	16.1462
Si	11.0248	6.9259	16.2181
Si	11.0892	10.6604	16.3455
Si	-0.0697	1.948	-4.8752
Si	0.0158	5.822	-4.8366
Si	-0.0494	9.6525	-4.7828
Si	0.0115	-1.9844	-4.7216
Si	3.7735	1.8844	-4.769
Si	3.9286	5.7169	-4.7349
Si	3.7832	9.5985	-4.7443
Si	3.9236	-1.9149	-4.8202
Si	7.6928	1.9725	-4.8656
Si	7.6913	5.7504	-4.8448
Si	7.7589	9.7008	-4.6368
Si	7.7778	-1.8694	-4.9735
Si	11.6435	1.901	-4.7567
Si	11.5475	5.8242	-4.7192
Si	11.7077	9.6632	-4.529
Si	11.5719	-1.9342	-4.611
Si	-1.9183	1.9512	-3.3564
Si	-1.9197	5.749	-3.4048
Si	-1.8451	9.6002	-3.221
Si	-1.9168	-1.92	-3.3215
Si	1.8357	1.8649	-3.4647
Si	1.9471	5.7845	-3.4189
Si	1.8769	9.6413	-3.3925
Si	1.974	-2.023	-3.4476
Si	5.7687	2.014	-3.4872
Si	5.832	5.7498	-3.3496
Si	5.7596	9.6008	-3.4058
Si	5.8792	-1.8181	-3.5395
Si	9.6299	1.877	-3.4723
Si	9.5921	5.8126	-3.4157
Si	9.6883	9.7403	-3.2857
Si	9.5875	-1.9298	-3.4086
Si	-1.9296	0.0463	-1.9543
Si	-1.939	3.8599	-1.9108
Si	-1.8804	7.5797	-1.9348
Si	-1.8875	11.6061	-1.9605
Si	1.8853	-0.1076	-2.1336
Si	1.895	3.7988	-2.1293
Si	1.9655	7.7448	-2.0039
Si	1.9553	11.5576	-2.0087
Si	5.7957	0.142	-2.1432
Si	5.7998	3.8266	-1.9326
Si	5.8151	7.6649	-1.9806
Si	5.8367	11.6522	-2.2891
Si	9.6252	-0.0553	-2.045
Si	9.6145	3.835	-2.1475
Si	9.6371	7.7845	-2.0283
Si	9.6182	11.6767	-1.917
Si	0.0596	-0.0584	-0.6417
Si	0.0905	3.8037	-0.5953
Si	0.0711	7.6216	-0.567
Si	0.0501	11.5814	-0.5898
Si	3.8219	0.0309	-0.8043
Si	3.7678	3.7746	-0.6657
Si	3.9016	7.7364	-0.5558
Si	4.0043	11.6207	-0.8632
Si	7.6698	0.0692	-0.7263
Si	7.8014	3.8575	-0.6024
Si	7.7521	7.7691	-0.5918
Si	7.5765	-3.7986	-0.7234
Si	11.5472	0.0047	-0.6066
Si	11.4467	3.832	-0.6755
Si	11.5655	7.6649	-0.6597
Si	-3.8539	-3.821	-0.6319
Si	0.6995	1.825	0.6263
Si	0.8478	5.7012	0.6197
Si	-0.3531	9.6124	0.6542
Si	-0.259	-1.9701	0.7479
Si	3.1383	1.8304	0.603
Si	3.2746	5.7183	0.5902
Si	3.1227	8.6947	4.4779
Si	4.4051	-1.9122	0.3988
Si	8.4639	1.8897	0.573
Si	8.3818	5.8364	0.6497
Si	7.1144	9.745	0.6013
Si	6.8247	-1.8258	0.4069
Si	10.8754	1.9179	0.641
Si	10.8196	5.7694	0.5649
Si	-3.5542	9.6306	0.6006
Si	-3.4483	-1.9072	0.7352
Si	-0.8035	2.0651	3.4177
Si	-0.738	5.0224	3.1132
Si	0.1403	9.0813	3.5866
Si	1.5574	-1.9899	3.4655
Si	4.0738	1.3585	2.7307
Si	4.1965	6.2084	3.5369
Si	4.6731	9.7971	0.4724
Si	3.7932	-1.7858	2.6961
Si	7.0217	2.2402	3.287
Si	7.2714	5.4041	3.6129
Si	7.5965	10.4124	2.8658
Si	7.7565	-1.8849	2.5101
Si	11.5168	2.2623	2.926
Si	-3.5317	5.2266	2.5249
Si	10.5226	10.2952	3.3208
Si	10.7713	-2.0023	2.7193
Si	-0.1901	4.6678	10.7531
Si	-3.6655	1.0509	10.3727
Si	-2.6531	7.7967	7.0025
Si	3.4991	2.3439	5.5438
Si	0.6102	11.2252	5.4358
Si	9.1507	1.5379	9.6301
Si	4.7041	10.8506	3.3892
Si	-3.4797	10.5206	5.9507
Si	-2.3291	5.9797	9.3036
Si	-1.7881	6.7331	4.2376
Si	5.1656	-1.6333	11.6342
Si	-0.0502	-0.1559	5.4652
Si	3.6002	-1.4686	9.1905
Si	3.1673	5.1106	6.2594
Si	-1.6971	-2.8039	9.5486
Si	1.8755	2.3773	10.1823
Si	1.61	7.0252	11.3796
Si	4.7105	3.0124	11.5239
Si	10.8062	-0.1755	7.8991
Si	6.3554	-0.8594	7.8916
Si	-3.0995	7.6432	11.7289
Si	7.2665	8.3812	7.7371
Si	9.8374	10.2334	8.0633
Si	-1.7258	2.4055	12.1728
Si	-3.4081	10.1222	10.1591
Si	5.6741	3.7859	6.882
Si	1.99	9.8182	7.7863
Si	1.2984	-3.5377	9.8228
Si	0.8648	0.9988	12.6445
Si	2.6433	7.0131	8.4986
Si	4.4479	8.7226	7.2432
Si	10.6065	0.0098	4.9233
Si	8.7434	5.1862	12.791
Si	8.1869	-0.9192	11.3251
Si	9.0071	-2.3747	8.8947
Si	8.1112	5.5976	6.4359
Si	-3.2901	-1.4475	12.0183
Si	10.9994	-4.1005	12.6878
Si	-1.6042	-2.5356	6.5288
Si	1.9937	0.7394	7.603
Si	5.7247	5.7259	12.2408
Si	2.0038	9.9668	11.9879
Si	6.4475	2.0848	9.2659
Si	7.4668	-0.1751	5.0193
Si	5.0456	10.7373	11.9962
Si	6.7371	8.3253	10.8454
Si	10.571	6.2129	8.0101
Si	9.5481	7.0499	10.8387
O	0.4555	7.0562	14.7549
O	10.0747	-1.0712	14.9642
O	0.1331	1.61	2.1687
O	0.5283	5.5766	2.2471
O	0.4593	9.6107	2.0808
O	1.5339	8.4787	4.1865
O	0.5843	-2.0182	2.145
O	5.5462	2.0411	2.6541
O	3.8318	5.4792	2.1327
O	5.7561	5.928	3.8759
O	4.1627	10.3325	1.9439
O	8.0839	1.7285	2.1693
O	7.8464	5.972	2.2068
O	8.9629	9.8234	3.5692
O	9.3045	-1.3685	2.3463
O	-2.3598	1.9206	2.9888
O	-1.9959	4.8037	2.0327
O	-1.9615	9.6505	1.031
O	-1.8461	-1.9197	1.173
O	-2.3228	-1.1851	13.3032
O	-2.8553	2.6126	13.3218
O	-2.7147	5.0157	14.3183
O	-2.6487	7.4811	13.2864
O	11.0416	-2.48	12.5649
O	-3.0803	10.8865	13.445
O	1.5741	9.9795	13.5539
O	1.4082	-2.9067	14.2678
O	1.2477	-0.4561	13.259
O	1.6265	2.1571	13.4975
O	-2.2899	11.144	9.5663
O	2.3309	6.7771	12.8306
O	1.4223	-4.1392	11.3224
O	4.9718	-1.1118	13.1671
O	4.7701	2.6224	13.0967
O	5.9041	2.1953	10.7858
O	7.1884	4.2681	6.6028
O	5.0741	6.0593	13.6893
O	5.3076	-4.369	13.542
O	5.2419	8.6437	14.3876
O	6.6154	-1.1865	11.0965
O	6.2166	9.7526	11.4326
O	9.0556	1.238	14.0903
O	8.476	-1.0353	12.9061
O	1.0925	3.7823	10.3446
O	9.2985	3.8295	13.4753
O	9.106	6.5099	13.6614
O	5.0388	-3.2398	11.3391
O	-0.4048	3.5933	3.8045
O	1.0708	-0.7996	4.4715
O	-1.9746	7.3173	8.4148
O	1.4379	-3.3583	4.3424
O	3.2493	2.0289	3.9727
O	4.2586	-0.2432	3.0698
O	3.2204	5.7131	4.7426
O	3.9285	7.8055	3.3655
O	3.626	10.239	4.4169
O	4.6958	-2.9833	3.4275
O	7.2319	1.3819	4.6366
O	7.2838	3.7951	3.5738
O	8.2206	5.9023	4.837
O	-1.0802	8.0213	3.5246
O	7.8195	-3.456	2.8766
O	9.5011	0.7564	8.2366
O	10.7362	1.4163	4.0966
O	1.3681	8.6353	11.2987
O	11.282	3.8731	3.2206
O	-3.3086	6.431	3.6351
O	10.6211	-3.5667	3.1297
O	-3.9125	9.9095	4.5016
O	7.4623	6.8739	7.1883
O	11.3014	-1.1579	4.0161
O	10.551	2.0933	10.2425
O	-0.9851	3.8246	11.899
O	4.6929	5.0725	6.8388
O	5.0761	2.7373	5.7711
O	1.5624	10.2457	6.2876
O	-0.1898	-3.3434	6.4945
O	0.6142	0.2531	6.8928
O	-3.9782	-0.0533	11.5395
O	0.2545	6.117	11.3613
O	3.6235	10.0135	7.8316
O	9.0609	-0.367	5.279
O	6.5443	-0.5729	6.2935
O	9.7751	6.9471	9.2325
O	11.0237	9.5926	9.0092
O	8.6657	9.1916	7.6283
O	-1.8772	6.9847	5.83
O	10.7572	7.7499	11.6496
O	10.59	10.7688	6.7366
O	-1.1031	4.9228	9.4161
O	-3.665	5.3244	8.6163
O	-2.0096	-2.1945	8.0655
O	-2.4323	-2.0021	10.7521
O	6.365	0.5712	8.6781
O	9.1014	-3.9798	8.7582
O	2.596	3.5983	6.0552
O	2.2856	5.8537	7.3993
O	5.8248	7.0973	11.3876
O	1.1461	10.6885	8.8253
O	1.7801	1.9964	8.609
O	4.8534	4.6332	11.4268
O	2.5931	-0.4327	8.5062
O	9.5636	5.3168	7.1143
O	6.7124	8.3925	9.2463
O	9.0481	-2.0085	10.4825
O	10.3046	-1.7115	8.1431
O	8.5309	0.5514	10.7596
O	7.6035	-1.817	8.2988
O	-2.3415	1.8816	10.7679
O	-0.581	1.1796	4.7376
O	11.0382	10.8304	11.1949
O	-0.7263	1.2752	12.7778
O	3.6249	9.9687	11.7976
O	1.5396	4.7057	14.1781
O	3.3695	2.5909	10.7422
O	4.0493	-0.9414	10.6699
O	7.0505	-1.0919	3.7404
O	11.3363	0.0608	6.3829
O	5.5774	3.0803	8.3352
O	3.0826	1.0716	6.444
O	4.1945	7.5117	8.3173
O	9.3945	5.499	11.3365
O	7.9994	2.6138	9.2809
O	-2.6342	6.3631	10.8542
O	1.2412	1.1591	11.0738
O	9.667	10.7996	13.4569
O	8.2796	7.9878	11.2324
O	-0.3784	10.2923	4.5422
O	6.0041	9.0361	6.9145
O	-2.7129	-3.5123	5.8364
O	-3.4946	0.2793	8.9426
O	2.6727	-2.7903	9.3892
O	3.6343	8.1831	5.9295
O	11.2414	7.3554	7.0487
O	2.4487	6.5721	10.0517
O	1.6564	8.2615	8.1257
O	7.1513	5.0304	12.581
O	-2.5578	9.3967	6.7098
O	10.9971	9.5529	1.9579
O	4.9426	-1.6191	8.2498
O	6.1874	10.2142	3.6908
O	-0.0856	-2.6906	9.7685
O	-1.3186	-1.1588	5.7064
O	-2.5643	8.9762	10.9598

Results
free energy: -193808.639 eV
free energy less fixed offsets of O -569.03, Si -635.61 eV per atom: -0.959 eV

Forces (eV/angstrom), in the order of the atoms: element, x, y, z
Si	-0.0657	-0.1921	0.2942
Si	0.0823	-0.0277	0.3639
Si	-0.0166	0.0486	0.3101
Si	0.0808	0.1268	0.3049
Si	-0.0048	0.0604	0.407
Si	-0.0179	-0.0319	0.3346
Si	0.1097	-0.0658	0.2524
Si	-0.0028	0.0449	0.4121
Si	0.0293	0.0663	0.2602
Si	0.036	-0.1307	0.3178
Si	0.0433	0.0354	0.3484
Si	0.0343	-0.0147	0.4223
Si	-0.2419	0.0748	0.2899
Si	-0.0896	-0.0058	0.3458
Si	0.0185	0.0436	0.3118
Si	0.0106	-0.0267	-0.0153
Si	-0.0272	-0.0163	-0.0273
Si	-0.0004	0.0143	0.0491
Si	-0.1631	-0.0267	0.1842
Si	-0.0434	0.0194	-0.0256
Si	0.0047	-0.0067	-0.0009
Si	0.0118	-0.0362	-0.0049
Si	-0.0108	-0.0291	0.0032
Si	0.0181	-0.0008	-0.0078
Si	-0.0333	0.0421	-0.0166
Si	-0.0182	-0.0217	0.027
Si	0.0386	0.0388	-0.0264
Si	0.0111	-0.0874	0.3132
Si	0.2058	0.04	0.2444
Si	-0.0155	0	0.0314
Si	-0.0569	0.0179	0.0096
Si	-0.0121	-0.0046	0.0018
Si	0.0195	-0.0023	-0.0408
Si	-0.0293	-0.0106	-0.0075
Si	0.0173	0.0102	-0.0307
Si	-0.0519	0.0022	-0.046
Si	0.0155	-0.0123	-0.0311
Si	-0.0169	0.0019	0.0078
Si	0.0469	0.006	0.0063
Si	-0.0386	0.0161	-0.0137
Si	-0.0008	-0.0057	-0.0319
Si	0.013	0.0104	0.0004
Si	0.0242	0.0081	-0.0193
Si	-0.0122	0.0035	-0.0124
Si	-0.0327	-0.0048	-0.056
Si	0.0564	0	-0.0016
Si	-0.0106	-0.0016	-0.0452
Si	-0.0121	0.0126	-0.0364
Si	-0.022	-0.0005	-0.0324
Si	-0.0117	-0.0061	-0.0422
Si	-0.0146	0.0047	0.037
Si	0.0557	-0.0379	0.0713
Si	0.0073	0.02	0.0014
Si	-0.04	0.0282	-0.0156
Si	0.0208	-0.005	0.0255
Si	0.0224	-0.0155	-0.0303
Si	0.0193	0.0514	-0.0402
Si	-0.0424	-0.0121	-0.0042
Si	0.0129	-0.0038	-0.0073
Si	0.0087	-0.002	0.0265
Si	-0.0155	0.0157	0.0077
Si	0.0201	0.0399	0.0078
Si	-0.0719	-0.0107	-0.0217
Si	-0.0101	0.0039	-0.0134
Si	0.0071	-0.027	0.0309
Si	0.0433	-0.0251	0.0232
Si	0.0048	0.0663	0.0181
Si	0.0093	-0.002	-0.0393
Si	0.0098	0.0318	0.0526
Si	0.02	-0.0024	0.0695
Si	-0.0013	-0.0605	0.0834
Si	-0.0617	0.0075	-0.0033
Si	-0.0368	-0.0362	0.0509
Si	-0.001	-0.0146	0.035
Si	0.049	0.0541	0.0865
Si	-0.0037	0.0406	0.0336
Si	-0.0079	0.0257	0.0193
Si	-0.0073	-0.0271	0.0585
Si	0.0023	-0.0655	0.0649
Si	0.0525	0.0106	-0.0014
Si	0.0044	0.0078	0.0024
Si	0.0342	0.0051	-0.0097
Si	-0.0007	-0.0668	-0.0311
Si	-0.0334	0.0235	0.0643
Si	0.0179	0.0117	-0.0542
Si	-0.0269	0.0138	-0.0038
Si	-0.0084	0.0104	-0.039
Si	0.0366	0.0197	-0.0197
Si	-0.0179	-0.0148	-0.0304
Si	0.0336	0.024	0.028
Si	-0.0246	0.0481	-0.0039
Si	-0.0857	-0.0218	0.0165
Si	0.0301	0.0169	-0.0417
Si	-0.0043	0.0161	-0.0041
Si	-0.0317	-0.0956	-0.0051
Si	0.0192	0.0087	0.0136
Si	0.1056	0.0137	-0.3182
Si	0.0744	0.0283	-0.3255
Si	0.0318	-0.0325	-0.3668
Si	0.1052	-0.0066	-0.4961
Si	-0.0083	-0.0235	-0.0324
Si	-0.1567	0.0047	-0.3076
Si	-0.0418	0.0224	-0.0841
Si	-0.006	-0.0176	0.0231
Si	0.1093	0.0294	-0.2953
Si	0.1888	0.0055	-0.3374
Si	-0.0277	-0.0373	0.0178
Si	0.0063	0.034	-0.0701
Si	0.0142	0.0428	-0.0566
Si	0.0106	0.0065	-0.033
Si	-0.0242	0.0218	-0.3634
Si	-0.1681	0.0199	-0.1892
Si	-0.0314	-0.0028	-0.1986
Si	-0.107	0.1049	-0.067
Si	0.0303	-0.04	-0.0831
Si	0.0043	0.0259	-0.1098
Si	-0.0767	0.027	-0.3385
Si	-0.0411	-0.0253	-0.1731
Si	0.1914	-0.1095	-0.3372
Si	-0.0742	-0.0463	-0.311
Si	0.0873	-0.0613	-0.1956
Si	-0.0198	-0.0554	-0.2122
Si	-0.087	-0.0366	-0.4279
Si	-0.1308	-0.0415	-0.2765
Si	-0.0092	-0.0193	-0.3032
Si	-0.1285	-0.0161	-0.31
Si	-0.0336	0.0766	-0.1565
Si	0.0304	-0.0582	-0.1764
Si	-0.0012	-0.093	0.0523
Si	-0.036	-0.0933	0.0015
Si	-0.0724	-0.0497	-0.054
Si	0.0461	0.076	-0.0444
Si	-0.0598	0.0872	-0.1035
Si	0.0656	-0.1884	-0.0061
Si	0.1553	-0.0246	-0.2834
Si	-0.0328	-0.0302	-0.0422
Si	-0.0039	0.0547	-0.0011
Si	0.0859	-0.1437	-0.1306
Si	0.0414	0.0284	0.1991
Si	0.05	-0.0413	-0.1235
Si	0.0271	0.0004	0.0135
Si	0.1028	-0.0376	-0.1028
Si	-0.0556	-0.0447	0.0989
Si	-0.0779	-0.012	0.1145
Si	0.0096	-0.0402	0.1146
Si	0.0014	-0.0287	0.1149
Si	-0.1032	0.1005	0.0566
Si	0.0429	0.0497	0.0141
Si	-0.0242	-0.0501	0.1148
Si	0.0253	0.0082	0.0335
Si	0.0629	0.0262	-0.0287
Si	0.0731	0.0334	0.1088
Si	-0.0242	0.0984	0.1275
Si	-0.119	-0.0111	-0.0496
Si	0.0879	-0.0495	-0.0336
Si	0.0079	0.0068	-0.0106
Si	0.0215	0.0621	0.1377
Si	0.0395	0.1008	-0.0479
Si	-0.1178	0.0236	-0.0434
Si	-0.0807	0.0278	-0.1317
Si	-0.0148	0.122	0.1742
Si	-0.0101	0.0302	0.0975
Si	-0.0213	0.1392	0.0109
Si	-0.0469	0.0607	-0.0621
Si	0.1178	-0.0474	0.1103
Si	0.1935	-0.0304	0.1819
Si	0.108	-0.0795	-0.0235
Si	-0.0212	0.0489	-0.0641
Si	0.1212	0.0291	0.1439
Si	0.0532	0.0374	0.1103
Si	0.0131	-0.0641	-0.0492
Si	0.0864	-0.0365	-0.1188
Si	-0.0402	0.025	0.159
Si	0.0199	-0.0632	0.0647
Si	0.076	0.0745	0.0513
Si	0.0088	-0.0905	0.0679
O	-0.0094	0.1055	-0.0939
O	0.0433	-0.096	-0.0796
O	0.0081	-0.1009	0.131
O	0.1062	0.0588	0.2023
O	0.156	0.0671	0.1026
O	0.0376	-0.1215	0.0604
O	0.1678	-0.0009	0.2301
O	-0.0389	0.0724	-0.072
O	0.081	-0.0794	0.1703
O	0.0357	0.0466	0.0937
O	-0.1877	0.0595	0.047
O	-0.0204	-0.0115	0.1993
O	-0.0889	0.0767	0.1891
O	0.021	-0.19	0.214
O	0.0948	0.1396	-0.1347
O	-0.0074	-0.0916	-0.0266
O	0.0923	-0.0481	-0.0519
O	-0.0086	-0.022	0.1505
O	-0.1055	0.0399	0.1838
O	0.1464	0.1363	-0.1881
O	-0.149	-0.0999	-0.0948
O	-0.0353	0.0274	-0.1307
O	0.0528	0.1438	-0.1549
O	-0.2242	0.1051	-0.0335
O	0.0481	-0.1565	-0.2379
O	-0.062	-0.1367	-0.1112
O	0.0183	0.0295	-0.1806
O	0.0009	-0.0412	-0.2382
O	0.1387	-0.0524	-0.0728
O	0.0788	-0.1027	-0.0686
O	0.1405	0.0744	-0.1748
O	-0.0975	0.1087	0.071
O	-0.0621	-0.1121	-0.1816
O	-0.0182	0.0118	-0.0993
O	0.0796	-0.0842	0.0717
O	0.1238	-0.1104	0.0284
O	-0.0784	-0.122	-0.077
O	0.0488	0.1858	-0.1307
O	-0.0295	0.0011	-0.1538
O	-0.0148	0.013	-0.1054
O	0.1255	0.0208	-0.08
O	0.0444	0.0558	-0.1592
O	0.0184	-0.1638	-0.1194
O	0.0893	0.0804	-0.0974
O	0.0927	-0.0048	-0.185
O	0.054	-0.0619	-0.1486
O	0.0099	-0.0508	-0.1595
O	0.0721	0.068	0.2711
O	0.0741	0.0968	0.0587
O	0.2095	0.1395	0.034
O	0.1188	-0.1027	0.0619
O	-0.17	0.0705	0.0911
O	0.0092	-0.0066	0.129
O	-0.1575	-0.0371	0.0197
O	0.082	0.0627	-0.1167
O	-0.1044	0.1364	0.1982
O	0.0047	0.0508	0.2132
O	-0.0165	0.1129	0.2163
O	0.0237	0.0064	0.0948
O	0.1818	0.126	0.0134
O	-0.0571	0.0477	-0.0689
O	0.0275	-0.0164	0.1446
O	-0.1244	0.0851	-0.1566
O	-0.0648	0.0576	0.1932
O	-0.1448	0.0634	-0.1258
O	-0.1609	0.0095	0.2003
O	-0.0895	0.166	0.1853
O	0.0246	0.015	0.1
O	0.1157	-0.1439	0.0427
O	-0.0756	0.0075	0.0301
O	0.19	0.0003	0.1686
O	0.0175	0.3107	0.1048
O	-0.0136	0.137	0.0376
O	0.095	0.1641	0.1247
O	0.1686	-0.107	-0.0842
O	0.0589	-0.0606	-0.0133
O	0.0727	0.0118	0.1335
O	-0.0852	0.013	0.1562
O	-0.1149	0.0396	0.0852
O	-0.1202	0.0514	0.0331
O	0.1683	0.2385	0.1036
O	0.007	-0.0615	0.1304
O	-0.1271	-0.0457	-0.0032
O	-0.0891	0.037	-0.0481
O	-0.0265	-0.1057	-0.0214
O	0.0227	0.0271	-0.076
O	0.1406	-0.1126	0.1268
O	-0.0928	0.1355	0.0825
O	-0.1298	0.1199	-0.0458
O	0.0289	-0.1094	-0.2282
O	-0.0305	-0.3039	-0.0016
O	-0.079	0.125	0.0276
O	0.1068	0.0089	-0.1019
O	-0.0346	-0.0134	-0.0074
O	-0.1218	-0.0279	0.0825
O	-0.2822	0.0149	0.0485
O	-0.1972	-0.0657	0.0423
O	-0.1248	0.0443	-0.1245
O	-0.1395	-0.059	0.008
O	-0.0637	0.1141	-0.0645
O	-0.1043	0.1069	-0.1878
O	-0.0459	-0.056	0.0237
O	0.0702	-0.2061	-0.0515
O	-0.0901	0.0067	-0.024
O	0.0874	-0.175	0.0677
O	0.0884	-0.1637	-0.0666
O	-0.0601	0.0978	0.0977
O	-0.0817	-0.1024	-0.0607
O	0.0521	0.0562	-0.2059
O	-0.0362	0.0406	0.1618
O	-0.1748	-0.0043	-0.1228
O	-0.1303	-0.1282	0.0466
O	0.0205	-0.1199	-0.1191
O	-0.0329	0.0267	-0.1344
O	0.0343	0.0119	-0.0654
O	-0.1037	0.1362	0.0682
O	-0.1742	0.0251	0.1459
O	0.2054	0.0469	0.0291
O	-0.0734	0.0614	0.096
O	0.083	-0.1553	-0.0114
O	0.163	-0.1251	0.1715
O	0.0712	-0.2249	-0.1893
O	0.0693	0.2561	-0.0467
O	0.0381	-0.1243	0.0793
O	0.007	-0.1694	-0.1478
O	-0.1382	0.0899	-0.1425
O	0.0297	0.1661	0.0896
O	-0.2054	0.016	0.0364
O	0.0914	0.1257	-0.1255
O	-0.0708	0.0553	-0.0919
O	0.2318	-0.0361	-0.108
O	0.0667	-0.0445	-0.0475
O	-0.0108	-0.1315	0.0406
O	-0.1613	0.0505	-0.1294
O	0.1115	-0.1299	-0.0068
O	-0.2657	-0.0523	0.019
O	-0.0599	-0.1435	-0.0315
O	0.1483	0.062	0.0736
O	-0.0872	-0.1353	0.1256
O	0.003	-0.1446	-0.1217
O	0.0157	-0.101	0.2742
O	0.0373	0.1344	0.0595
O	-0.1902	0.0355	-0.0339
O	0.2114	0.0604	-0.0425

The program warned: the cutoff lies below the one the program advises for these potential files.
